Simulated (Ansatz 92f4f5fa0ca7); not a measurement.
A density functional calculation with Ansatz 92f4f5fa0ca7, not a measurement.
Periodic cell of 149 atoms, Si88O55N6, from a study of silicon, its oxide and their interface. The atomic structure is a simulated model.

Settings
functional: r2SCAN
potential files: Ansatz norm-conserving
basis: plane waves
wave-function cutoff: 1300 eV
density cutoff ratio: 4
exchange-correlation grid ratio: 1
k mesh: 2 x 2 x 1, shifted by 0.5 0.5 0.5 of a step
self-consistency stop: 5e-08 eV per atom in the density residual
occupations: Fermi-Dirac, 0.05 eV
spin: none
net charge: 0

Cell vectors (angstrom)
a, 10.88, 0, 0
b, 0, 10.88, 0
c, 0, 0, 21.2285

Atoms and the computed forces on them: element, x, y, z (angstrom), force x, y, z (eV/angstrom)
Si, -0.2247, -0.2499, -0.4639, -0.0485, 0.0608, -0.0597
Si, 2.2609, 3.1961, -0.2151, -0.3371, 0.5624, -0.0242
Si, -0.0343, 5.3721, 0.4999, -0.4075, 0.2551, -0.7744
Si, 3.32, 7.8839, 0.2186, -0.2611, 0.0847, -0.6609
Si, 5.6693, 0.3272, 0.3983, 0.4016, 0.1088, -1.203
Si, 7.3542, 2.1691, -0.8122, -0.9054, -0.5089, -0.268
Si, 5.416, 5.5796, -0.4504, -0.018, 0.4706, -0.2312
Si, 8.5332, 7.5376, 0.2554, 0.1258, -0.0487, -0.244
Si, 1.3073, 1.2636, 1.034, 0.0559, 0.1545, -0.4641
Si, 4.0799, 4.1929, 1.162, -0.0346, -0.4415, -0.5602
Si, 1.5119, 6.8525, 1.5154, 0.2597, -0.0476, -0.0136
Si, 4.4357, 9.4619, 1.5088, -0.0027, 0.2896, 0.002
Si, 7.1558, 1.7977, 1.591, 0.048, 0.1452, 0.3506
Si, 9.3808, 3.8148, 1.5226, -0.0568, 0.1599, 0.3789
Si, 6.8512, 6.506, 1.4653, 0.1806, -0.0875, -0.5485
Si, 9.5262, 9.4719, 1.2699, -0.0532, -0.2106, -0.1663
Si, 0.0827, 2.5812, 2.6674, 0.0369, -0.13, 0.0499
Si, 2.8223, 0.0146, 2.5541, -0.1572, 0.0961, -0.0155
Si, 0.1019, 8.2495, 2.7311, 0.016, 0.1689, 0.0176
Si, 2.8711, 5.4657, 2.7779, 0.0003, 0.0953, -0.0831
Si, 5.454, 2.9024, 2.7172, 0.1402, 0.2214, -0.034
Si, 8.2513, 0.0238, 2.6907, 0.0786, 0.1184, -0.0294
Si, 5.6618, 8.0593, 2.8339, 0.0368, -0.0989, -0.0635
Si, 8.2292, 5.3202, 2.894, 0.0097, -0.2107, 0.1367
Si, 1.4258, 4.0637, 4.0129, 0.1068, -0.0347, 0.0742
Si, 4.1496, 1.4002, 3.9863, 0.0439, -0.1097, 0.0648
Si, 1.4984, 9.5782, 4.0719, -0.1586, -0.0225, -0.006
Si, 4.1851, 6.8345, 4.1773, 0.031, -0.1552, 0.2148
Si, 6.7816, 4.1243, 4.2596, -0.0023, 0.0621, 0.0801
Si, 9.6023, 1.3326, 4.1022, 0.1569, -0.0348, 0.1895
Si, 6.9353, 9.5396, 4.1038, 0.0069, -0.0538, 0.2233
Si, 9.6047, 6.8532, 4.0981, -0.0646, 0.0912, 0.0535
Si, 0.0534, -0.0345, 5.4229, 0.0663, 0.1057, -0.0049
Si, 2.825, 2.7715, 5.3587, 0.07, 0.1, 0.1859
Si, 0.1049, 5.4903, 5.4348, 0.0246, -0.064, -0.2024
Si, 2.8052, 8.2059, 5.5218, -0.0102, 0.0255, -0.1288
Si, 5.5135, 0.014, 5.4221, -0.0709, -0.049, -0.1517
Si, 8.2407, 2.7393, 5.485, -0.1407, -0.0126, -0.1123
Si, 5.521, 5.5579, 5.6066, -0.0285, 0.0887, 0.2825
Si, 8.2524, 8.2106, 5.5103, -0.0107, -0.0154, 0.2618
Si, 1.4621, 1.3561, 6.6183, 0.0411, 0.0172, -0.264
Si, 4.0831, 4.1765, 6.8574, -0.0005, 0.0693, -0.548
Si, 1.3737, 6.884, 6.8907, -0.0008, -0.0134, 0.1043
Si, 4.1734, 9.5611, 6.8942, 0.1396, -0.0506, 0.0153
Si, 6.8831, 1.3529, 6.8004, -0.0079, -0.0778, 0.0655
Si, 9.6179, 4.1657, 6.808, -0.1964, 0.2051, 0.0951
Si, 6.9004, 6.9268, 7.0256, -0.0646, -0.0053, -0.3193
Si, 9.5598, 9.5981, 6.887, -0.0512, 0.0395, 0.0121
Si, 0.1347, 2.6921, 7.9145, 0.0598, -0.0726, 0.1274
Si, 2.7317, 0.0759, 8.0683, -0.2024, 0.0164, 0.2431
Si, 0.0059, 8.2717, 8.2771, -0.1137, 0.0778, 0.1122
Si, 2.6884, 5.5201, 8.2811, -0.0109, -0.1184, 0.2685
Si, 5.5004, 2.7364, 8.0347, 0.0465, 0.0514, 0.1165
Si, 8.1951, 0.1108, 8.3092, 0.1535, -0.0007, 0.2016
Si, 5.5138, 8.3382, 8.4571, -0.0963, -0.0499, 0.3124
Si, 8.3679, 5.5564, 8.3338, 0.0738, -0.0155, 0.2369
Si, 1.5595, 3.7782, 9.3642, -0.003, 0.0065, 0.8258
Si, 3.8439, 1.7087, 9.2678, -0.0178, -0.0188, 0.8761
Si, 1.1584, 9.9125, 9.4903, 0.1146, -0.0019, 0.535
Si, 4.4458, 6.4567, 9.6266, 0.3274, -0.3172, -0.0058
Si, 6.6487, 4.2977, 9.3761, -0.166, 0.176, 0.2749
Si, 9.917, 1.3151, 9.4284, 0.0422, 0.0652, 0.5905
Si, 7.0378, 9.587, 9.8512, 0.1446, 0.0248, 0.251
Si, 9.2989, 7.3164, 9.7602, 0.2532, -0.1641, 0.2437
Si, 0.7378, 0.5567, 16.2139, -0.0195, -0.1986, -0.3936
Si, 4.2358, 2.4837, 13.4658, -0.0292, 0.1646, 0.4155
Si, -0.4251, 3.3214, 11.5785, 0.1653, -0.0986, 0.1509
Si, 5.1655, 11.1205, 11.7951, -0.0253, 0.1423, 0.243
Si, 6.6432, -4.1116, 13.5604, 0.1431, 0.2515, 0.4004
Si, 10.531, 6.4698, 15.4316, 0.0097, 0.0868, 0.1287
Si, 5.3476, 4.7766, 11.9979, -0.1429, -0.4244, 0.5472
Si, 7.3022, -2.4185, 18.7364, 0.0682, 0.0383, -0.0868
Si, 12.152, 1.2798, 13.415, 0.0448, 0.0615, 0.2857
Si, 1.526, 8.4044, 19.2211, 0.0983, 0.1315, -0.2637
Si, 1.9333, 8.5293, 16.1506, 0.1883, 0.0728, -0.2644
Si, 11.7242, 16.1028, 19.0282, -0.1871, 0.157, -0.4437
Si, 4.5039, 1.9495, 19.6655, 0.443, -0.4208, -0.234
Si, -4.3618, -5.1547, 17.6178, 0.0859, -0.1204, -0.4401
Si, -2.2059, 10.4378, 17.1862, -0.0452, -0.2908, -0.4268
Si, 4.9067, 4.9382, 14.9118, -0.2655, -0.2079, 0.3213
Si, 2.5021, 9.5107, 12.2435, -0.1255, -0.0477, 0.4436
Si, 14.6689, 7.5555, 14.1263, -0.0664, -0.024, 0.3969
Si, -1.4715, 6.063, 12.4749, -0.0499, 0.1144, 0.477
Si, 1.858, 2.6869, 18.1972, -0.1599, -0.1905, -0.6422
Si, -1.4853, 4.4608, 17.3841, -0.0491, 0.0538, -0.1601
Si, 10.0616, 1.5916, 18.4768, 0.077, 0.0753, -0.2174
Si, 8.0349, -2.9734, 16.1528, 0.1321, -0.0136, -0.3428
Si, 6.2666, 11.034, 18.6452, -0.006, -0.452, -0.5611
O, 5.8307, 2.882, -1.2143, -0.2898, 0.0306, 0.0152
O, -1.2316, 0.7452, 19.8409, 0.4047, -0.3502, 0.1282
O, -1.1033, 6.5184, -0.1936, -0.0117, -0.0669, 0.5429
N, 3.0353, 2.7228, 19.4298, -0.1789, 0.2869, 0.6093
N, 1.0525, 4.5237, 20.5815, 0.4522, -0.5717, 0.438
O, -5.4084, 5.3359, 16.3945, 0.1225, -0.006, 0.1394
O, 0.3597, 9.4383, 19.7465, 0.0683, 0.1828, 0.1762
O, -1.4802, 2.8587, 17.6875, 0.1833, -0.0651, 0.1955
N, 6.7825, 0.4154, -0.9905, -0.3362, 0.3698, 0.5207
O, 4.2583, 1.013, -0.2128, 0.6274, 0.2646, -0.134
O, 7.8167, 4.7877, 17.3222, 0.0291, 0.0603, 0.1576
O, 4.3006, 6.7873, 20.726, -0.1225, 0.2054, 0.2701
O, 2.7568, 8.7661, -1.0307, -0.1383, -0.2968, 0.187
O, 7.5626, 7.8808, 20.1988, 0.0983, -0.0543, 0.0274
O, 4.903, 1.0152, 18.359, 0.1399, 0.2045, 0.5807
O, 0.6439, 4.173, 10.6833, 0.0477, -0.1957, -0.3023
O, 2.6985, 2.7111, 9.9343, 0.2225, 0.047, -0.7467
O, 8.1351, -1.341, 15.9074, 0.1695, -0.0787, 0.4625
O, 4.6572, 1.088, 10.5306, -0.052, -0.0148, 0.0585
O, 2.6596, 8.095, 13.0611, 0.1372, 0.2159, -0.1455
O, 1.9135, 9.1833, 10.773, -0.1816, 0.2412, -0.4698
O, 5.5402, 5.4386, 8.9385, -0.1166, 0.171, 0.7895
O, 4.5976, 6.0574, 11.2649, 0.0141, 0.1308, -0.8351
O, 8.1996, 8.4702, 10.2402, 0.0721, -0.315, -0.2721
O, 6.5304, 4.1866, 11.0379, -0.0247, 0.2014, -0.7894
O, 9.4863, 2.379, 10.6484, 0.1169, -0.3343, -0.4015
O, 10.9707, 0.179, 10.0747, -0.0394, -0.0322, -0.642
O, 6.5019, 10.3097, 11.2784, 0.0018, -0.1982, -0.522
O, 4.5647, 14.2131, 14.8467, -0.0683, 0.1269, -0.3564
O, 10.028, 6.7548, 11.1396, -0.2953, 0.1647, -0.366
O, 9.5614, 4.4329, 12.3729, 0.0258, 0.0166, -0.2536
O, -3.0192, 6.6587, 12.4698, -0.0176, -0.118, -0.0027
O, 0.4182, 2.2727, 12.4817, -0.1217, 0.224, -0.2206
O, 4.0206, -0.8253, 12.1842, 0.0125, 0.1381, -0.1312
O, 1.113, 7.1749, 15.6894, -0.1193, 0.0631, 0.0688
N, 5.9654, 5.21, 13.5681, -0.0305, -0.0061, -0.4676
O, 3.653, 5.9654, 14.56, 0.266, 0.1592, -0.1379
O, 7.4206, -3.7454, 14.9043, -0.0238, 0.0571, -0.0953
O, 12.3719, -0.2478, 12.8786, 0.2169, -0.0529, -0.1789
O, 13.6429, 1.8724, 13.654, -0.0377, -0.0214, -0.2388
O, 12.5041, 4.3033, 17.8725, -0.1902, -0.2489, 0.4072
O, 10.2016, 6.497, 13.838, -0.1674, -0.0917, -0.2528
O, 5.3062, 12.1653, 13.0784, -0.2246, -0.1527, -0.5328
N, 10.1853, 11.2848, 17.1831, -0.2019, 0.1581, 0.3317
O, 7.4545, 0.5969, 17.5713, -0.0747, -0.205, 0.4177
O, -0.672, -5.9252, 16.0143, -0.1446, 0.1344, 0.2477
N, 7.1137, -3.5479, 17.4828, 0.0791, 0.2062, 0.254
O, -5.5466, 7.7969, 13.5688, 0.0153, -0.1997, -0.0738
O, 5.8857, -5.3303, 19.119, -0.2252, -0.2265, 1.2735
O, 3.4291, 8.407, 15.491, -0.2277, -0.1908, -0.252
O, 0.5753, 13.0499, 19.0463, 0.0144, -0.0344, -0.2284
O, 1.2686, 9.9637, 15.7391, 0.0033, 0.0729, 0.1903
O, 5.9948, -1.4514, 18.5763, 0.2196, 0.1809, 0.0378
O, 8.6649, -1.5613, 18.3852, -0.3183, -0.015, -0.07
O, 2.054, 8.7075, 17.7385, -0.1907, -0.0781, 0.189
O, 1.2247, 6.8027, 19.188, -0.1043, 0.028, -0.0216
O, 4.2518, 3.6059, 12.2811, 0.2026, 0.0236, -0.0705
O, -0.7386, 5.2185, 18.6072, 0.3074, -0.1191, -0.0284
O, -1.3023, 7.4549, 16.2888, -0.0158, -0.1174, -0.1158
O, 1.8455, 12.457, 16.9528, -0.1354, 0.3799, 0.5169
O, 11.2997, 1.2767, 14.7972, 0.2876, -0.1286, -0.0975

Results
free energy: -37633.410 eV
free energy less fixed offsets of N -289.75, O -463.61, Si -117.95 eV per atom: -16.760 eV
pressure: -2.24 GPa
stress xx, yy, zz, yz, xz, xy (GPa, positive in tension): 2.08, 2.5, 2.13, 0.87, -0.61, -0.46
